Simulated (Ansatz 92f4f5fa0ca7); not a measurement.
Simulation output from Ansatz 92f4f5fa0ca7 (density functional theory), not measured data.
Periodic cell of 171 atoms, Si99O72, from a study of silicon, its oxide and their interface. The atomic structure is a simulated model.

Settings
functional: r2SCAN
potential files: Ansatz norm-conserving
basis: plane waves
wave-function cutoff: 1300 eV
density cutoff ratio: 4
exchange-correlation grid ratio: 1
k mesh: 2 x 2 x 1, shifted by 0.5 0.5 0.5 of a step
self-consistency stop: 5e-08 eV per atom in the density residual
occupations: Fermi-Dirac, 0.05 eV
spin: none
net charge: 0

Cell vectors (angstrom)
a	11.5403	0	0
b	0	11.5403	0
c	1.9926	-3.1889	22.92

Atoms: element, x, y, z (angstrom)
Si	8.9797	0.3798	0.2965
Si	9.097	3.5562	0.8818
Si	9.2316	6.6135	0.4707
Si	1.4388	0.2493	0.3629
Si	1.3837	3.382	0.8206
Si	1.2063	6.4477	0.4482
Si	5.2655	-1.0016	0.4794
Si	5.2519	4.0764	0.6169
Si	5.2421	7.2716	0.691
Si	-0.5725	-0.3047	1.5582
Si	-0.525	3.4173	2.1318
Si	-0.5361	7.029	1.9416
Si	3.3049	-0.3927	1.7351
Si	3.3734	3.5313	2.0021
Si	3.1832	7.2232	1.7795
Si	7.1952	-0.3684	1.7481
Si	7.1082	3.5893	2.0318
Si	7.2817	7.2478	1.8274
Si	-0.5723	1.4096	3.2329
Si	-0.5306	5.3033	3.4455
Si	-0.5498	9.2063	2.9791
Si	3.387	1.4938	3.2076
Si	3.2893	5.4305	3.3177
Si	3.1996	9.2064	3.1045
Si	7.0933	1.5403	3.2156
Si	7.194	5.4472	3.3681
Si	7.3062	9.2311	3.1162
Si	9.0476	1.5103	4.6058
Si	9.0884	5.3212	4.7567
Si	9.1765	9.2329	4.5287
Si	1.3829	1.4773	4.542
Si	1.4028	5.3411	4.7128
Si	1.2878	9.2144	4.4697
Si	5.2387	1.5071	4.6337
Si	5.233	5.4294	4.6469
Si	5.2753	9.2076	4.4075
Si	9.0511	-0.399	5.976
Si	9.1045	3.3803	6.0932
Si	9.1609	7.3216	5.9424
Si	1.3119	-0.4457	5.8862
Si	1.3416	3.3773	5.9756
Si	1.3477	7.3317	5.9082
Si	5.3093	-0.4673	5.8883
Si	5.1627	3.4587	5.9699
Si	5.3222	7.379	5.9201
Si	-0.5756	-0.4778	7.3517
Si	-0.4641	3.4043	7.5026
Si	-0.5156	7.2828	7.3673
Si	3.3077	-0.4241	7.0854
Si	3.2186	3.3435	7.3451
Si	3.3099	7.3234	7.2048
Si	7.1604	-0.3406	7.3996
Si	7.078	3.4107	7.322
Si	7.2873	7.3589	7.3588
Si	-0.5507	1.36	8.8052
Si	-0.4699	5.4612	8.8863
Si	-0.4975	9.1399	8.771
Si	3.1816	1.3157	8.5797
Si	3.2138	5.3732	8.5583
Si	3.2578	9.2945	8.4623
Si	6.9146	1.6217	8.8163
Si	7.2413	5.3295	8.641
Si	7.4237	9.2967	8.7631
Si	8.9759	1.9017	9.9626
Si	9.0531	5.0664	10.1561
Si	9.3078	9.0684	10.4184
Si	1.4262	0.8197	10.1137
Si	1.5565	5.9076	10.137
Si	1.4958	9.1624	9.9508
Si	4.7439	1.7462	10.2359
Si	5.1754	5.7759	9.7718
Si	5.277	8.9088	9.5486
Si	1.788	9.012	15.734
Si	8.2347	6.4756	15.5481
Si	5.6473	11.5078	12.539
Si	12.9488	2.4274	18.9236
Si	6.7701	12.7966	17.2209
Si	3.2494	9.5166	18.557
Si	5.4382	7.5212	12.0774
Si	2.5522	3.2816	11.705
Si	13.7804	3.3748	14.8245
Si	8.5453	3.3462	16.0401
Si	7.4926	1.1369	14.4137
Si	8.9348	8.7434	17.6603
Si	14.6063	7.0206	20.5293
Si	7.48	9.9202	21.4801
Si	6.3552	10.1757	18.7259
Si	4.1761	5.7014	18.2474
Si	8.5092	-0.1225	12.1253
Si	8.5069	6.8801	12.4964
Si	12.4775	11.1332	19.3725
Si	4.2933	9.17	14.2285
Si	5.2327	7.1783	16.0105
Si	11.3674	2.1602	16.1612
Si	2.4815	6.1107	15.945
Si	12.9982	4.5952	21.175
Si	11.0247	10.7368	16.5609
Si	10.2564	9.1877	20.4206
Si	4.0535	2.8215	17.3656
O	8.3049	4.9398	16.06
O	8.6586	-0.1671	-1.2651
O	12.7968	3.7781	19.784
O	9.1537	4.9946	-0.0275
O	9.6589	7.5566	-0.8371
O	11.8875	11.0174	17.8808
O	1.4049	1.9091	-0.0407
O	1.3026	4.8338	-0.0519
O	1.6036	-0.6401	-1.0283
O	2.682	5.8241	17.5477
O	11.9167	9.7853	15.5903
O	11.5542	10.158	20.2607
O	9.8333	8.4409	19.0101
O	8.9275	6.7159	14.0753
O	13.2363	6.1791	20.836
O	5.2586	5.6617	-0.0238
O	5.2435	2.8485	-0.4771
O	1.6338	1.9772	11.2868
O	8.6706	5.4545	11.7284
O	6.3663	9.9846	20.3211
O	1.5379	7.4061	15.7023
O	8.9012	7.4434	16.6774
O	7.0017	7.4737	12.4771
O	1.6511	7.5533	10.6493
O	4.0033	6.2978	15.3772
O	1.8459	4.714	11.2799
O	13.3069	4.8995	15.1594
O	1.504	-0.7919	10.6713
O	5.0564	6.0763	11.4182
O	10.7633	0.6643	15.9289
O	6.8777	11.6923	18.4007
O	5.2378	1.7529	17.247
O	4.6683	12.072	11.3807
O	4.9242	10.4821	13.5536
O	5.2451	7.3087	9.158
O	4.0179	3.0993	10.936
O	4.7173	4.2078	17.9121
O	8.6165	0.1486	13.7374
O	12.4814	1.153	19.8301
O	7.0718	0.466	15.8327
O	12.0036	2.4537	17.615
O	14.3203	3.2524	13.3115
O	2.5028	10.7062	19.3631
O	6.6492	6.7667	15.3838
O	5.1749	6.8439	17.6111
O	7.8052	14.0778	17.2803
O	12.4896	2.4085	15.0151
O	4.4813	7.8348	13.3331
O	9.6217	9.9967	16.8765
O	8.9655	10.071	20.8522
O	5.2637	8.892	-0.0098
O	9.3177	3.4632	10.317
O	2.7177	9.4635	14.4821
O	14.4904	2.2673	18.4165
O	6.1862	1.2216	13.4415
O	4.8084	9.8875	18.3131
O	10.147	3.1982	16.0481
O	9.5149	-1.1593	11.4122
O	2.5573	9.372	17.1052
O	4.9993	8.7609	15.655
O	14.4577	8.1675	19.3875
O	5.3091	0.098	-0.7527
O	6.9892	10.8753	11.8451
O	9.4115	7.8567	11.5492
O	7.3875	9.1272	18.0096
O	14.9585	2.9929	15.8798
O	8.8183	1.3229	11.4853
O	7.9748	2.6719	14.6637
O	4.1073	5.9477	19.8501
O	9.0497	2.0544	0.1266
O	0.8001	7.272	-0.9319
O	5.1511	8.8524	11.1807

Results
free energy: -45074.231 eV
free energy less fixed offsets of O -463.61, Si -117.95 eV per atom: -17.261 eV
pressure: -2.37 GPa
stress xx, yy, zz, yz, xz, xy (GPa, positive in tension): 0.94, 4.39, 1.79, -0.03, -0.1, 0.38

Forces (eV/angstrom), in the order of the atoms: element, x, y, z
Si	-0.096	0.2079	-0.3292
Si	-0.0828	0.0004	-0.7915
Si	-0.0403	-0.2594	-0.3758
Si	0.071	0.3331	-0.5063
Si	0.0086	-0.0729	-0.8229
Si	0.2262	-0.0548	-0.5091
Si	-0.0401	-0.2004	-0.2274
Si	-0.0099	0.1157	-0.2599
Si	0.0406	-0.0037	-0.2813
Si	-0.0579	0.1554	-0.1251
Si	0.0789	0.0362	-0.1962
Si	-0.0487	-0.0248	-0.1666
Si	0.027	-0.033	-0.0764
Si	0.203	0.0012	-0.2438
Si	-0.3501	-0.2317	-0.3241
Si	0.003	-0.0322	-0.0193
Si	-0.1853	-0.0077	-0.2301
Si	0.2717	-0.1185	-0.3115
Si	-0.0801	-0.1655	0.1879
Si	0.0225	-0.1231	0.3561
Si	0.024	0.1819	-0.2542
Si	0.0586	-0.1114	0.0262
Si	-0.0702	0.0727	0.2164
Si	-0.024	0.0888	0.0546
Si	-0.0867	-0.0398	-0.0274
Si	0.0638	0.0013	0.2054
Si	0.0568	0.0755	-0.0066
Si	0.2054	-0.0455	-0.0147
Si	0.0029	0.1038	0.0055
Si	-0.3279	-0.0654	0.1286
Si	-0.1397	-0.0429	-0.0512
Si	-0.044	0.1452	-0.0536
Si	0.2016	-0.0643	0.0042
Si	0.0697	0.0862	0.0247
Si	-0.0264	-0.0019	0.0695
Si	0.005	-0.0379	-0.0865
Si	0.1483	0.052	-0.1573
Si	-0.0461	-0.0812	0.0632
Si	-0.0439	0.0205	0.2248
Si	-0.0443	0.0578	-0.0942
Si	0.0226	-0.0285	0.0034
Si	0.0721	-0.0356	0.2566
Si	-0.0682	-0.057	-0.0366
Si	0.0439	-0.0166	0.0045
Si	-0.1379	0.0112	0.3748
Si	-0.0119	0.137	0.0597
Si	-0.0779	-0.0043	0.2633
Si	0.059	-0.1677	-0.002
Si	-0.015	-0.1809	-0.0244
Si	-0.0758	0.1296	0.1282
Si	0.1232	0.0291	-0.4254
Si	-0.0081	-0.0686	0.1354
Si	0.1176	0.0914	-0.0263
Si	-0.0707	0.048	-0.3414
Si	0.06	-0.0386	0.2627
Si	-0.0137	0.1122	0.2539
Si	-0.2999	-0.0485	0.1921
Si	-0.094	0.1682	0.1401
Si	0.0916	0.0769	0.0772
Si	0.2896	-0.1557	0.1797
Si	-0.0249	0.1672	0.5591
Si	-0.1687	0.0903	0.5391
Si	-0.014	-0.171	0.5045
Si	0.2469	0.4021	0.3491
Si	-0.009	-0.6472	0.0772
Si	0.1831	0.3963	0.1299
Si	-0.2651	-0.177	0.03
Si	0.0651	0.184	0.0173
Si	0.2321	-0.0249	0.0531
Si	-0.1809	-0.4572	-0.1657
Si	0.0844	0.4495	-0.0977
Si	-0.0501	-0.361	0.0399
Si	-0.0379	0.0323	0.0067
Si	-0.1602	-0.0172	0.1178
Si	0.0398	-0.0004	0.3299
Si	0.0734	-0.2643	-0.1308
Si	-0.1785	-0.0906	0.083
Si	0.0385	0.1657	-0.2182
Si	-0.2279	0.0015	0.4075
Si	-0.0027	0.0222	-0.0966
Si	-0.1115	0.0799	0.389
Si	0.0635	0.095	-0.0691
Si	-0.0155	0.1286	0.2621
Si	-0.0888	-0.018	-0.1319
Si	0.0109	0.0572	-0.3603
Si	-0.1407	-0.0322	0.1068
Si	-0.1189	0.0116	-0.2649
Si	0.0816	0.0231	-0.076
Si	0.0844	0.1869	0.196
Si	-0.0653	-0.2694	0.2356
Si	0.1699	0.1056	-0.1531
Si	-0.2449	0.0451	0.4198
Si	0.1441	0.1115	-0.0374
Si	-0.0327	0.0212	-0.06
Si	-0.2041	0.0623	-0.092
Si	0.0106	-0.098	-0.057
Si	0.0118	-0.0589	-0.1589
Si	0.12	0.038	-0.248
Si	0.0409	-0.049	-0.0368
O	0.0246	-0.0444	-0.11
O	0.1497	0.3675	0.4877
O	0.1538	0.1734	0.3644
O	-0.0132	0.1875	0.6645
O	-0.0063	-0.2553	0.165
O	-0.0077	-0.0114	0.1427
O	0.0634	-0.2619	0.7007
O	0.0544	0.311	0.6978
O	-0.1425	0.2359	0.2697
O	0.3361	-0.0212	-0.045
O	0.0189	0.0786	0.2571
O	-0.1851	-0.0162	-0.0618
O	-0.0023	0.2602	0.2215
O	-0.2149	0.0411	-0.2574
O	0.1092	-0.1288	0.1014
O	-0.0338	-0.0402	0.5744
O	0.0497	0.0742	-0.1451
O	0.1661	0.0558	0.0312
O	0.0727	0.3628	-0.4198
O	0.2392	-0.0302	0.1167
O	0.3141	0.0558	0.0607
O	-0.0508	0.0397	-0.0545
O	0.0664	-0.067	-0.0919
O	-0.2208	0.0811	-0.4163
O	-0.0776	0.1085	0.2933
O	0.1215	-0.1062	0.1024
O	0.2411	-0.2535	0.0302
O	-0.1128	-0.0439	-0.3724
O	0.0774	0.0958	-0.6699
O	0.1212	0.0539	0.1804
O	-0.0242	-0.1204	-0.0754
O	0.185	0.0906	-0.0339
O	0.2929	0.4211	-0.2589
O	0.1958	0.0917	-0.2994
O	0.1035	0.0698	0.4576
O	0.2049	-0.3571	0.0474
O	-0.262	0.1192	-0.003
O	-0.3284	0.0537	-0.3875
O	0.0695	-0.0707	-0.1545
O	0.1152	0.3484	-0.1862
O	0.1282	-0.0509	0.0473
O	-0.1162	0.0537	-0.3947
O	-0.2577	-0.095	-0.0259
O	0.0878	0.0515	0.0482
O	-0.2864	-0.2039	-0.1684
O	0.0034	-0.0777	-0.2519
O	0.1173	0.1345	0.1363
O	0.2328	0.061	-0.264
O	0.073	-0.0735	0.1537
O	-0.0388	-0.1115	0.0442
O	-0.0139	0.0629	0.5326
O	-0.3439	-0.1653	-0.3725
O	0.2438	-0.2008	0.1081
O	-0.2282	0.2009	-0.0342
O	0.163	-0.34	-0.1605
O	0.1346	-0.0182	0.1968
O	-0.0975	-0.1722	0.006
O	-0.2432	-0.2354	-0.1713
O	-0.0447	-0.0701	0.0289
O	-0.12	-0.2295	-0.2659
O	0.0715	-0.1885	0.3191
O	0.0874	0.0664	-0.0728
O	0.0024	0.1997	0.0238
O	-0.1724	0.403	-0.4358
O	0.1308	0.1622	0.1873
O	-0.2188	0.0731	-0.0385
O	-0.1673	-0.3464	-0.2869
O	0.0329	-0.3445	0.2148
O	-0.2222	0.1324	-0.0033
O	-0.0489	-0.3797	0.1351
O	-0.1518	-0.1536	0.1576
O	0.0863	-0.1578	-0.2119
